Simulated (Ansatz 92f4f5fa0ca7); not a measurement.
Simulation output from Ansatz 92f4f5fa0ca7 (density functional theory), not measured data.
Periodic cell of 150 atoms, Si88O58N4, from a study of silicon, its oxide and their interface. The atomic structure is a simulated model.

Settings
functional: r2SCAN
potential files: Ansatz norm-conserving
basis: plane waves
wave-function cutoff: 1300 eV
density cutoff ratio: 4
exchange-correlation grid ratio: 1
k mesh: 2 x 2 x 1, shifted by 0.5 0.5 0.5 of a step
self-consistency stop: 5e-08 eV per atom in the density residual
occupations: Fermi-Dirac, 0.05 eV
spin: none
net charge: 0

Cell vectors (angstrom)
a  10.88  0  0
b  0  10.88  0
c  0  0  21.4054

Atoms and the computed forces on them: element, x, y, z (angstrom), force x, y, z (eV/angstrom)
Si  -2.6716  2.109  0.1395  1.2653  1.6016  -1.2129
Si  3.0836  2.7198  -0.3687  -0.2805  -0.6467  1.2207
Si  -0.923  5.7715  0.8982  0.4219  0.6492  -1.5058
Si  1.8873  8.7485  0.5116  1.0419  -1.2061  -1.8283
Si  6.2179  -0.815  -0.0475  -2.5789  -0.3602  1.1185
Si  7.2864  3.6616  -1.4745  -1.596  2.068  0.3086
Si  6.3547  6.5406  -0.5893  1.6437  3.1585  1.3773
Si  7.788  8.8703  -1.1754  -0.9937  -2.2316  -0.2944
Si  1.2547  0.7969  1.4724  -1.6479  2.9332  -1.5216
Si  4.2325  4.1785  1.3051  0.4082  -0.4919  0.5943
Si  1.2265  6.6533  1.0225  0.0182  -0.7982  3.1092
Si  3.9579  9.3266  1.3332  1.1005  1.2695  0.277
Si  6.6191  1.0162  1.1411  -0.229  0.4342  2.571
Si  9.2017  3.705  1.6431  0.1738  -0.1769  -1.6379
Si  6.1724  5.7608  1.5013  -0.3457  1.4865  0.6217
Si  9.5112  9.6616  1.4562  3.6579  -2.2441  -2.821
Si  -0.0025  2.702  2.7307  1.0898  -1.5755  -0.0308
Si  2.7253  -0.0189  2.7668  2.6788  -1.2221  1.5242
Si  0.0212  8.1597  2.7532  -0.5969  -0.8865  -0.6013
Si  2.7748  5.4229  2.7125  -0.8288  0.1771  -0.7141
Si  5.5269  2.6863  2.7116  -0.8702  -0.631  -0.8488
Si  8.202  -0.0172  2.64  -2.2335  1.7908  1.5718
Si  5.4729  8.1422  2.6401  -0.3095  -1.8321  0.3264
Si  8.1238  5.4796  2.7296  -0.1186  -0.6153  -0.3347
Si  1.36  4.08  4.0763  0.1611  0.019  -0.3996
Si  4.08  1.36  4.0763  0.2189  0.0482  -0.113
Si  1.36  9.52  4.0763  0.1607  0.1263  0.4419
Si  4.08  6.8  4.0763  0.3056  0.5583  -0.0895
Si  6.8  4.08  4.0763  0.2212  -0.1062  0.7005
Si  9.52  1.36  4.0763  0.3505  -0.1461  0.0562
Si  6.8  9.52  4.0763  0.0449  -0.357  -0.4939
Si  9.52  6.8  4.0763  0.1793  0.4352  0.4744
Si  0  0  5.4351  0.0381  -0.1858  -0.1895
Si  2.72  2.72  5.4351  0.3578  0.2208  -0.3759
Si  0  5.44  5.4351  -0.343  -0.5517  -0.2584
Si  2.72  8.16  5.4351  -0.4226  -0.3926  0.179
Si  5.44  0  5.4351  -0.5362  0.7459  -0.5224
Si  8.16  2.72  5.4351  -0.0898  0.1827  0.3731
Si  5.44  5.44  5.4351  -0.1652  -0.5862  -0.5678
Si  8.16  8.16  5.4351  -0.3443  -0.404  0.0277
Si  1.424  1.3212  6.757  -1.2753  0.6437  0.8403
Si  4.0711  4.092  6.8148  0.3728  -0.8527  -0.7587
Si  1.2401  6.8659  6.7597  1.113  0.5201  1.1538
Si  4.0715  9.4896  6.8087  -0.2112  1.237  0.7668
Si  6.8477  1.3694  6.8071  -2.756  1.613  -0.0315
Si  9.4736  4.0996  6.8523  -0.9616  2.4023  -2.3564
Si  6.7123  6.8016  6.8799  -0.2491  1.7306  -0.2545
Si  9.47  9.5666  6.7253  1.4115  0.3811  1.9007
Si  -0.067  2.9662  8.0263  3.5614  -2.7599  1.8096
Si  0.8218  -0.2718  10.929  -2.9016  0.1509  -1.1973
Si  -0.0114  8.2824  8.2675  -1.0444  -0.7298  -0.6697
Si  3.0809  5.7107  7.9736  -1.4105  0.3246  -0.2889
Si  2.935  0.388  8.3155  -0.7938  0.0436  0.4603
Si  9.5946  0.344  9.1924  0.2179  -1.1757  0.2453
Si  5.6792  8.9688  8.4063  -2.2899  -3.1327  0.8886
Si  8.8307  6.2341  7.6127  0.1678  0.5817  -0.033
Si  1.9873  4.2139  9.3571  -2.523  0.4868  1.8746
Si  -0.1634  -2.4699  11.0628  0.3641  5.7011  -4.604
Si  4.9536  6.1667  9.165  0.8592  2.4914  1.7411
Si  6.5765  4.6137  7.7196  0.1235  -0.9895  1.4054
Si  4.7172  2.2331  8.1656  0.9009  -0.358  0.012
Si  7.8487  2.7617  9.1098  0.3235  -0.2855  -0.0171
Si  7.3809  9.999  9.1  1.7682  3.5581  0.344
Si  8.2027  7.2952  9.9114  -1.1323  2.3911  -0.2568
Si  -0.2586  -1.3699  14.2646  -1.8226  -1.6209  -1.9489
Si  10.1341  1.311  13.0302  2.077  1.4873  2.7126
Si  7.6175  2.899  12.2979  -1.3936  -1.847  1.6676
Si  1.8006  7.8877  12.8618  2.2986  -5.1806  -1.7358
Si  0.2903  4.0257  13.7107  0.8995  -7.5595  -0.5491
Si  13.8156  2.7939  12.3375  1.2113  -0.6287  -4.6603
Si  6.0568  9.9896  15.5775  -0.6775  1.6425  -0.6347
Si  10.7129  5.746  11.0432  2.339  0.9464  -2.4065
Si  4.2624  4.6733  14.4481  3.7937  0.4672  -4.0966
Si  11.8752  8.3512  16.7786  2.0433  -1.8871  7.2732
Si  -1.343  5.491  19.212  1.2175  2.8571  1.4546
Si  8.1577  -2.7862  14.7654  2.2346  0.5159  0.8097
Si  12.2746  5.8391  15.2464  2.4597  -1.5057  2.6212
Si  -5.1896  1.8928  14.4706  -0.7725  -0.854  -1.1755
Si  9.2326  8.0452  17.8092  -1.5086  3.9634  0.1169
Si  3.7094  7.214  19.5834  -0.7699  4.8447  3.1699
Si  3.8587  9.376  17.5931  2.4795  1.4465  -0.2592
Si  12.1223  3.4686  18.8794  -0.9662  -0.5094  -1.3277
Si  -3.6219  1.4701  17.0767  -4.1352  -0.5623  -4.2248
Si  4.8749  0.8554  18.9955  -0.0712  -1.4348  2.9755
Si  1.9978  5.4891  17.7759  -0.6686  -0.5053  0.0553
Si  4.6508  6.8666  12.3519  -6.3104  0.445  -4.1258
Si  6.9166  5.8912  13.688  -3.605  -4.3933  0.5808
Si  9.4558  2.5  18.8854  0.4662  -2.3861  0.6179
O  -1.9437  1.5031  20.0502  0.4021  0.0371  1.7951
O  0.3386  -0.4731  0.8761  -1.3845  -0.0072  -0.1542
O  7.0426  5.4104  -1.4652  -0.1158  -1.8977  -1.0791
O  2.0689  1.559  0.2141  0.2495  -0.3105  0.3763
O  -0.7497  6.3035  20.6013  -2.3776  -2.1753  -2.228
O  -1.9234  9.0427  -0.025  1.504  0.5024  0.4619
O  4.4623  8.2638  18.5643  -1.3397  -1.1516  1.9909
O  1.9043  14.4809  20.2814  0.6904  -0.4333  1.1181
O  5.6629  -0.4226  19.9087  -2.9129  3.3734  -3.6523
O  6.1128  1.4891  18.2205  -0.4519  -0.1911  -0.5332
O  4.5255  3.0524  14.3503  -0.5122  1.264  0.1087
N  8.8733  3.9762  19.202  1.5296  3.0592  1.026
O  4.8126  7.224  20.9372  -2.1128  -1.9525  -4.1153
O  5.0235  0.4138  14.8746  2.6223  -1.7526  0.3951
O  7.9623  9.0446  18.4219  2.5362  -1.1566  3.2072
O  2.427  3.8082  10.9442  -0.3466  -0.5704  -0.5958
O  4.4028  6.6253  10.7651  1.5726  -0.1979  -1.8133
O  1.8509  0.1741  9.8606  3.7472  0.3847  -2.8691
O  10.0912  2.7346  14.1718  2.3929  -0.9182  -3.9417
O  1.0782  9.1213  13.3527  -2.878  4.859  1.3431
O  7.1133  10.8933  7.559  1.1839  -1.9604  1.8166
O  3.3946  8.0967  12.5422  0.1413  -1.4187  1.2581
O  7.4557  2.8415  10.7266  -1.3903  1.8867  -1.8527
N  11.7211  7.2733  11.4781  0.8961  -4.1037  2.8781
O  10.302  0.1269  14.4255  0.0246  5.098  -2.8665
N  9.5885  2.0978  8.977  -1.5383  0.2239  0.4676
O  9.1974  8.6685  11.1337  -2.6148  -1.5725  -0.2638
O  5.8874  10.3164  9.862  0.6719  -1.8241  -2.0237
O  9.2414  6.1201  10.2104  3.0084  -2.6547  4.1775
O  11.5449  5.446  9.634  -0.022  -1.9634  2.3872
N  1.2307  -4.2202  16.7864  1.2452  -2.6591  -2.1034
O  5.7281  -5.5092  14.7799  0.7565  0.3123  0.1244
O  -1.8803  9.0973  13.8272  4.1333  -0.9969  0.3845
O  7.3441  -0.0677  16.3203  -1.0801  1.1771  0.4666
O  5.0589  9.1183  16.5149  0.5617  1.8037  -1.3233
O  3.0299  5.2501  15.1551  -3.9821  0.8957  3.1197
O  11.5538  15.8856  18.5803  -5.1213  0.6402  2.3469
O  1.3907  6.8868  14.1531  0.1231  1.6805  -3.5588
O  8.2209  -4.3064  14.1381  1.5839  2.0181  1.7442
O  8.9793  1.8815  12.0075  1.0446  -0.7917  2.8783
O  11.565  0.9441  12.0451  -2.8206  0.406  2.1678
O  11.224  4.5603  15.1603  1.6316  3.9556  2.1425
O  6.5102  1.7273  13.015  1.2301  2.7897  0.7697
O  8.8849  8.0617  16.2399  -1.0679  0.1888  -1.8172
O  7.4744  4.4248  13.1394  0.2534  -2.1453  -2.4409
O  6.4817  -8.454  15.7306  3.1602  -1.2996  3.3577
O  4.086  5.4877  12.8632  -0.8953  -3.2652  3.4386
O  2.0151  3.2664  13.4979  -5.5301  2.6997  2.1023
O  6.0622  7.018  12.8926  3.7191  0.7756  0.1072
O  8.9194  6.5552  18.0957  0.9081  -4.6614  2.576
O  6.7638  8.814  14.6184  -2.4153  1.62  1.6857
O  10.7759  8.433  18.2864  0.7251  0.4283  -3.9428
O  11.1333  -2.0749  15.5737  -1.5158  1.6069  -1.7328
O  10.7541  -6.0487  12.4499  -0.9974  1.5815  -2.6587
O  13.1963  8.2296  20.3479  2.2782  -1.5497  -2.3532
O  0.1226  2.3416  18.4584  1.1222  0.9037  0.7483
O  -2.4632  2.2594  17.7312  0.7413  -1.7899  -3.2728
O  3.7569  0.1154  18.0335  0.826  -1.3569  0.4367
O  2.521  -1.9526  16.9289  -3.371  0.0547  -0.4814
O  4.0951  12.8481  20  0.8879  -1.039  -1.451
O  3.206  6.0081  18.6177  1.6229  1.4756  2.0741
O  2.3533  3.8374  17.795  1.6042  0.0982  -2.7548

Results
free energy: -38387.295 eV
free energy less fixed offsets of N -289.75, O -463.61, Si -117.95 eV per atom: 40.685 eV
pressure: -1.22 GPa
stress xx, yy, zz, yz, xz, xy (GPa, positive in tension): 2.22, 1.03, 0.43, 1.82, -1.59, -0.2
